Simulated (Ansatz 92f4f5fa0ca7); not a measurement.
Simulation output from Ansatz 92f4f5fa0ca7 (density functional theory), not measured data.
Periodic cell of 254 atoms, Si144O106N4, from a study of silicon, its oxide and their interface. The atomic structure is a simulated model.
Doubt: the cutoff is far below the 930 eV that the study's wrapper takes by default for these files, so forces and energies are approximate.
This geometry differs little from another in the collection (a relaxation step or a small displacement).

Settings
functional: PBE
potential files: Ansatz PAW
basis: plane waves
wave-function cutoff: 580 eV
density cutoff ratio: 5
exchange-correlation grid ratio: 1
k mesh: 1 x 1 x 1, Gamma-centred
self-consistency stop: 5e-08 eV per atom in the density residual
occupations: fixed
spin: none
net charge: 0

Cell vectors (angstrom)
a	10.938	0	0
b	0	10.938	0
c	5.3342	4.8172	36.7821

Atoms and the computed forces on them: element, x, y, z (angstrom), force x, y, z (eV/angstrom)
Si	7.307	3.0302	29.1817	-0.0151	0.031	-0.0012
Si	9.7388	6.0549	29.3462	0.0036	-0.0054	0.026
Si	6.4931	9.081	29.4429	0.033	-0.0182	0.0789
Si	9.4442	0.7215	29.5987	0.0045	-0.0062	0.0012
Si	0.9823	3.7364	29.229	-0.0238	0.0033	0.0368
Si	3.8698	6.1263	29.1976	-0.0026	0.0048	-0.0094
Si	11.7965	9.5414	29.3468	0.0294	-0.0349	0.0021
Si	4.3314	0.4616	29.2106	-0.0133	0.017	0.0477
Si	8.1371	4.8064	30.577	-0.0085	0.0017	0.0084
Si	10.887	7.6703	30.5935	-0.0043	0.0124	0.0145
Si	8.0376	-0.701	30.7837	0.0277	0.0005	-0.0076
Si	10.8584	2.1791	30.6962	-0.0107	-0.0013	-0.0013
Si	2.6186	4.7537	30.6069	0.0165	-0.006	-0.004
Si	5.2171	7.5187	30.6141	0.0122	0.0018	-0.0034
Si	13.5479	10.4591	30.6234	-0.0242	0.0252	-0.0093
Si	5.4912	2.0855	30.485	-0.0231	0.0062	0.0073
Si	6.6789	6.1614	31.9414	-0.0036	-0.0022	0.0023
Si	9.4589	8.8751	32.0378	-0.0023	-0.0001	-0.0064
Si	6.6835	0.7305	32.0324	0.0116	0.0121	0.0049
Si	9.4359	3.4861	32.0363	0.0018	-0.0113	0.0003
Si	12.2061	6.2029	31.9666	0.0122	-0.001	0.0045
Si	14.8432	8.9514	31.9798	-0.0042	-0.0418	0.0176
Si	12.186	11.7233	32.0385	0.0092	-0.0072	0.003
Si	4.0314	3.3936	31.932	-0.002	0.0021	0.0017
Si	5.3342	4.8172	33.3638	0.0067	-0.1956	-0.2863
Si	8.0687	7.5517	33.3638	-0.1763	-0.3925	-0.0654
Si	5.3342	10.2862	33.3638	-0.3199	-0.0094	0.0209
Si	8.0687	2.0827	33.3638	-0.0056	0.0997	0.1856
Si	10.8032	4.8172	33.3638	0.1879	0.399	0.0651
Si	13.5377	7.5517	33.3638	-0.0144	0.0597	0.0811
Si	10.8032	10.2862	33.3638	0.1122	0.0898	0.0184
Si	13.5377	2.0827	33.3638	0.5065	0.2758	0.2422
Si	1.3673	-1.3673	3.418	-0.1984	0.2343	0.4202
Si	4.1018	1.3673	3.418	-0.2936	-0.461	-0.0976
Si	1.3673	4.1018	3.418	0.0228	-0.3083	-0.0486
Si	4.1018	-4.1018	3.418	0.1686	0.4494	-0.1016
Si	6.8362	-1.3673	3.418	0.0092	0.0296	0.3919
Si	-1.3673	1.3673	3.418	-0.0291	-0.3044	0.3414
Si	6.8362	4.1018	3.418	0.1344	-0.0487	-0.6109
Si	-1.3673	6.8362	3.418	-0.0205	0.2431	-0.4962
Si	2.6972	0.025	4.8801	-0.0196	0.0026	-0.0216
Si	5.5299	2.6609	4.6899	-0.0077	0.0025	-0.0138
Si	2.7525	5.4724	4.7181	-0.0034	-0.0179	-0.0017
Si	5.4145	-2.6723	4.844	0.0095	-0.0056	-0.0025
Si	-2.7238	-0.0439	4.8675	-0.015	-0.0257	0.0101
Si	0.0385	2.6735	4.8041	0.0025	-0.0026	0.0153
Si	8.1921	5.4902	4.7059	-0.0094	0.0138	-0.0171
Si	-0.0735	-2.7175	4.793	0.0115	-0.0062	-0.0346
Si	1.3398	1.3934	6.3806	-0.0251	-0.0003	-0.0361
Si	4.1721	4.0626	5.9152	0.0515	0.0208	0.0517
Si	1.3222	-4.1621	6.0225	0.0022	0.0078	-0.0292
Si	4.0151	-1.3682	6.338	0.014	-0.0168	-0.0175
Si	-4.1777	1.3075	6.1772	0.0005	-0.0184	-0.0133
Si	-1.3999	4.0745	5.9906	0.0026	-0.0232	-0.0071
Si	6.7936	-4.1387	6.0794	0.0089	-0.0529	0.0721
Si	-1.4488	-1.4643	6.3464	-0.0044	0.0279	0.0883
Si	0.2241	-0.3928	7.6911	-0.0495	-0.0283	-0.0815
Si	2.9834	2.8512	7.4551	-0.0001	0.0178	-0.0442
Si	-0.2327	-5.343	7.3211	0.01	-0.0424	-0.0648
Si	2.3983	-2.7387	7.5054	-0.0154	0.0207	0.0363
Si	5.0366	0.4196	7.5854	0.0272	0.0135	-0.0056
Si	-2.9342	2.9368	7.3025	0.0273	-0.0117	-0.0056
Si	5.7592	5.0988	7.2857	-0.0601	0.0044	-0.1912
Si	-2.6394	-3.2956	7.6523	-0.1301	0.1865	-0.238
Si	6.7014	3.45	34.7311	0.0472	-0.0006	0.018
Si	9.4359	6.1845	34.7311	-0.0254	-0.031	0.0161
Si	6.7014	8.919	34.7311	-0.0527	-0.0279	-0.0615
Si	9.4359	11.6535	34.7311	0.0112	0.0259	-0.0254
Si	12.1704	3.45	34.7311	0.1674	0.1703	-0.016
Si	3.9669	6.1845	34.7311	-0.0111	0.0574	-0.0487
Si	12.1704	8.919	34.7311	0.0211	-0.0137	0.0058
Si	14.9049	11.6535	34.7311	-0.0214	-0.0415	0.0322
Si	8.0687	4.8172	36.0983	0.0135	-0.0105	-0.0054
Si	10.8032	7.5517	36.0983	-0.0302	0.0728	-0.0162
Si	8.0687	10.2862	36.0983	0.0291	0.0054	-0.0255
Si	10.8032	2.0827	36.0983	-0.0368	-0.0754	-0.0358
Si	2.5997	4.8172	36.0983	-0.0359	-0.0074	-0.0073
Si	5.3342	7.5517	36.0983	0.0322	-0.0073	-0.0231
Si	13.5377	10.2862	36.0983	0.0016	0.0141	-0.0083
Si	5.3342	2.0827	36.0983	-0.0281	-0.0336	-0.0207
Si	1.3673	1.3673	0.6835	0.0066	0.0286	0.0194
Si	4.1018	4.1018	0.6835	-0.0126	-0.0027	0.0319
Si	1.3673	6.8362	0.6835	-0.013	0.0019	0.0302
Si	4.1018	-1.3673	0.6835	0.0196	0.0118	0.0004
Si	6.8362	1.3673	0.6835	0.0268	0.0039	0.0262
Si	-1.3673	4.1018	0.6835	0.0154	-0.0362	0.0032
Si	6.8362	-4.1018	0.6835	0.0138	0.005	0.008
Si	-1.3673	-1.3673	0.6835	-0.01	0.0278	0.0161
Si	0	0	2.0507	-0.0225	-0.0544	0.0111
Si	2.7345	2.7345	2.0507	-0.0389	-0.0102	0.005
Si	0	5.469	2.0507	-0.0635	-0.0115	0.0261
Si	2.7345	-2.7345	2.0507	0.0729	-0.0294	0.0357
Si	5.469	0	2.0507	-0.1085	-0.0486	0.0144
Si	8.2035	2.7345	2.0507	-0.0051	0.0913	-0.0077
Si	5.469	5.469	2.0507	0.0286	0.019	-0.0023
Si	8.2035	-2.7345	2.0507	-0.0091	-0.1096	-0.013
Si	21.463	7.1886	20.9219	0.0017	-0.0014	0.0102
Si	3.2586	22.4937	20.6333	-0.0043	-0.0056	0.0091
Si	9.1982	14.0864	19.0521	-0.0011	0.0024	0.007
Si	2.7306	2.3382	15.706	-0.0039	-0.0053	0.0049
Si	14.864	1.0267	26.0601	-0.0033	0.0065	-0.0008
Si	3.755	-4.44	17.1058	-0.0036	0.0026	0.011
Si	6.4226	19.085	17.7296	0.0051	-0.0038	0.0098
Si	1.9989	-5.3957	11.7941	0.0072	-0.0162	-0.0074
Si	-4.8241	8.5895	12.2966	0.0091	0.0114	0.0055
Si	0.8782	11.29	14.8661	0.007	0.0039	0.0085
Si	3.4667	-5.3007	9.1642	-0.0013	-0.0045	0.0106
Si	7.8457	6.0907	21.8204	-0.0014	0.0005	0.0111
Si	-0.5645	-3.5249	11.5055	0.0026	0.0178	0.0031
Si	6.0678	-1.3319	15.1457	-0.0081	0.0007	0.0086
Si	-2.4413	1.2275	11.8387	0.0159	-0.0132	-0.0088
Si	3.8494	19.9234	24.9111	0.0048	-0.0064	0.0032
Si	9.8281	-1.0755	13.1578	0.0032	-0.0001	0.004
Si	6.0047	-0.9669	20.3781	0.0006	0.0028	0.0033
Si	3.6651	4.9756	14.2842	-0.003	-0.0061	0.0207
Si	7.9811	7.4258	27.1593	-0.005	-0.0311	-0.0307
Si	15.5895	3.056	21.7801	0.0014	-0.0015	0.0046
Si	11.1987	14.0879	23.6652	-0.0056	0.008	-0.0034
Si	12.9472	8.6646	17.9685	0.0063	-0.0014	0.0019
Si	12.0596	3.9882	9.5113	0.0247	-0.0426	-0.0169
Si	-1.5139	-0.9838	10.1793	0.0213	0.0031	-0.0423
Si	7.7037	6.6895	10.6967	-0.0024	-0.0251	0.0119
Si	19.1847	3.2843	23.1484	-0.0086	-0.0006	0.0041
Si	0.9957	8.7184	24.8056	0.0053	-0.0093	-0.0036
Si	7.9995	11.5528	14.6792	-0.0054	0.0017	0.0099
Si	-4.3496	-0.2096	10.2766	-0.0093	-0.0067	-0.01
Si	16.5131	14.1732	24.6963	0.0037	0.0047	0.0013
Si	10.8045	22.4267	25.0461	-0.0034	-0.0056	-0.0104
Si	-0.8838	1.7824	9.5144	0.0207	-0.0365	-0.0016
Si	17.344	8.4095	23.0793	-0.0049	-0.0057	0.0056
Si	2.518	13.5666	18.694	0.0007	-0.0014	0.0094
Si	3.328	-0.5195	16.0255	0.0023	0.0013	0.0043
Si	6.0396	4.9473	27.0973	0.0004	0.0123	-0.01
Si	0.6047	15.1282	20.7263	0.001	0.0045	0.0018
Si	1.403	9.3671	20.7364	0.0006	-0.0011	0.0113
Si	9.6344	11.7564	17.1363	0.0036	-0.0022	0.0108
Si	7.4806	5.5803	18.7626	-0.0016	0.0007	0.0034
Si	9.0233	9.1483	24.6222	-0.0105	-0.0216	0.0088
Si	13.252	7.9172	27.1695	0.0019	-0.005	0.0189
Si	10.3286	9.4065	18.8425	-0.0079	-0.0004	0.0063
Si	4.9826	5.9453	11.7962	-0.0048	-0.0073	0.0028
Si	12.2088	13.5754	26.2586	0.0217	0.011	0.0056
Si	7.4114	1.6207	20.9661	-0.0033	-0.0039	0.0076
Si	4.6591	4.3908	19.1444	-0.0028	-0.0022	0.0051
O	9.7146	-4.085	7.6123	0.123	-0.0745	0.0504
O	1.5514	1.8322	14.686	-0.0032	0.0002	-0.0027
O	11.8973	10.2952	25.263	-0.0014	0.0037	0.0053
O	2.9941	9.8855	17.5203	0.0007	-0.0004	-0.0038
O	8.5236	8.2644	25.889	0.0079	0.0159	-0.0179
N	2.6299	-6.8061	8.6737	-0.0103	0.0531	0.0635
O	13.5881	6.7454	28.2447	-0.0169	0.0204	-0.0234
O	6.9089	4.0517	7.8569	0.0166	0.0018	0.0607
N	3.5125	-5.2957	10.9086	-0.0039	0.0021	0.024
O	14.9186	-0.3677	25.2338	-0.0007	-0.0029	0.0022
O	6.9744	6.2254	26.7165	-0.0011	-0.0037	0.0237
O	3.7162	1.0689	16.05	0.0015	-0.0001	-0.0007
O	13.3196	10.437	21.4701	0.0012	0.0005	-0.0039
O	0.1074	5.0825	8.8535	0.0113	-0.0052	0.0341
O	12.4648	3.2457	27.7436	0.0054	-0.0156	-0.0448
O	0.1775	10.8087	13.4995	-0.0077	-0.0083	-0.0079
O	10.547	-0.3676	28.8889	-0.0261	0.0223	-0.0221
O	2.3833	12.0637	19.3298	0.0017	-0.0052	-0.0027
O	5.3921	10.1775	28.9166	-0.0201	0.0066	-0.0145
O	4.9956	-5.2846	8.6321	-0.0109	0.0123	0.0441
O	4.9114	5.3333	28.2044	0.0204	-0.0059	-0.0034
O	2.3491	-3.6336	17.1611	-0.0013	-0.0025	-0.0017
O	9.2327	6.7631	27.9514	-0.0057	0.0063	-0.0156
O	5.9939	13.1934	21.3882	-0.0081	0.0036	-0.0059
O	1.3648	-1.5572	8.0847	0.0559	-0.0552	0.0213
O	7.1139	1.2073	10.9391	0.0048	-0.0003	0.0002
N	-0.5728	0.1033	9.2015	-0.0452	0.0536	0.0916
O	7.8989	13.2845	19.5974	-0.0018	-0.0034	-0.0017
O	15.5854	10.8475	20.1431	-0.0002	-0.0012	-0.0054
O	4.9149	5.1131	13.2247	-0.0016	0.0005	-0.0099
O	11.8693	14.6877	22.2842	-0.0017	-0.0046	-0.001
O	4.1408	13.8491	18.698	-0.0012	0.0016	-0.004
O	7.2015	8.4833	28.1015	0.0129	0.0011	-0.0539
O	15.6249	3.5107	23.3432	-0.0004	0.0001	-0.0009
O	6.3525	9.0327	19.095	-0.0024	0.0027	-0.0001
O	-2.1853	4.6048	18.4302	0.0016	-0.0021	-0.0018
O	2.3226	5.355	13.3945	0.0043	0.0023	-0.0029
O	-1.3567	2.1618	11.0485	-0.0103	0.0013	0.0088
O	-0.7444	-2.4258	10.2729	0.0022	-0.0051	-0.0012
O	4.0087	1.6563	8.0026	0.018	-0.0081	0.0227
O	19.3369	12.8636	22.2332	0.0044	0.0015	-0.0001
O	14.8341	16.8615	15.5893	-0.0005	-0.0047	-0.0078
O	-3.0632	9.944	9.575	-0.0168	-0.0123	0.0037
O	7.4812	6.8955	17.7949	-0.0018	-0.0008	-0.0019
O	3.9283	0.9241	27.6887	-0.0061	0.0073	-0.0507
O	10.1644	14.3664	20.3245	0.004	0.0013	-0.0046
O	18.7396	4.521	22.1916	0.0013	-0.0042	-0.0062
O	4.8834	7.5549	12.1002	-0.0104	-0.0046	-0.0059
O	3.4734	1.9293	21.5912	0.0017	0.0019	-0.0055
O	6.8551	-1.8366	16.4811	-0.0001	0.0023	-0.007
O	0.4324	8.9486	17.6672	-0.003	-0.0017	0.0024
O	8.396	1.8037	28.8104	0.006	-0.0162	-0.0253
O	8.2667	1.6357	13.4116	0.0009	-0.0002	-0.0012
O	6.4569	-5.2794	11.0761	0.0078	-0.004	0.003
O	-3.2793	-3.796	9.1199	-0.0416	0.0006	0.1063
O	-0.0423	11.3669	16.2019	0.0018	-0.0009	-0.006
O	10.1652	8.2843	12.901	-0.0038	-0.0007	0.0012
O	9.3456	10.7331	24.9617	0.0013	0.0024	0.0034
O	5.3298	4.493	25.704	-0.0004	-0.0053	0.003
O	8.8581	2.3304	8.5642	-0.0022	0.0074	-0.0141
O	16.147	8.4713	24.1828	0.0004	0.0022	-0.0031
O	8.4133	12.1611	16.1274	-0.0031	-0.0034	-0.0057
O	2.0231	-0.7724	15.0997	-0.0062	-0.0027	-0.0005
O	12.685	14.6388	19.6659	-0.0052	0.0008	-0.0023
O	3.5628	3.4765	14.9126	0.0012	0.0059	-0.006
O	7.465	-2.9326	11.6207	-0.0072	0.0301	0.0266
O	-4.5113	8.6804	13.8758	0.0001	-0.0064	-0.0012
O	9.8558	8.0069	19.6205	0.0008	-0.0042	-0.0033
O	3.6936	5.44	18.3488	0.0004	-0.0008	-0.0074
O	6.8934	3.6896	27.7173	-0.0117	0.0168	0.001
O	12.0821	7.6334	26.0468	-0.003	0.0103	-0.0099
O	12.9815	13.7372	17.1343	0.0022	-0.0004	-0.0051
O	5.5317	-0.0622	9.0736	-0.0075	-0.0032	0.018
O	9.6653	14.6167	23.8046	0.0152	-0.005	0.0032
O	16.1299	1.8677	25.4827	0.0004	-0.0038	0.0015
O	7.1537	3.0879	24.3258	-0.0018	-0.0014	0.0011
O	11.8786	-4.1476	11.587	-0.0052	0.0013	-0.002
O	9.9588	13.1172	17.9834	-0.0029	-0.0003	-0.0026
O	4.964	7.5191	17.4296	-0.0006	-0.0003	-0.004
O	13.5139	12.7814	25.7153	-0.0079	-0.0005	0.0072
O	5.8242	9.0611	21.7105	0.0043	-0.0054	0.0019
O	11.604	19.1527	21.6405	0.0026	-0.0012	-0.007
O	7.2677	0.035	20.6542	-0.002	0.0007	-0.0067
O	6.1571	4.6466	18.5868	0.001	-0.0008	-0.0041
O	11.1532	12.426	23.7195	0.0007	-0.0003	0.0058
N	-1.784	-0.3714	11.7614	-0.0069	0.0164	0.0124
O	1.2379	-6.688	11.1195	0.0083	0.0064	0.0189
O	-0.4805	19.4095	24.1187	-0.0065	0.0053	-0.0001
O	6.7852	17.7855	22.7918	-0.0008	0.0043	-0.0065
O	14.6466	8.2409	26.3729	-0.0071	0.0003	0.0032
O	10.8019	4.8894	28.8685	0.0103	-0.0132	-0.0198
O	11.9361	14.6451	25.0309	-0.0033	-0.0017	-0.0008
O	2.8101	-3.8439	8.6974	-0.0064	-0.0084	-0.0098
O	15.4671	15.3216	20.7963	0.0029	-0.0038	0.001
O	4.4766	9.5135	15.3622	0.0066	-0.0032	-0.0024
O	-2.1274	10.136	14.4166	0.0021	-0.0048	-0.0009
O	5.8123	-0.9596	11.5122	-0.0019	-0.0027	-0.0002
O	7.7932	9.1577	23.5444	0.0052	0.0013	0.0044
O	0.3973	16.7474	20.5433	-0.0003	-0.0031	-0.0065
O	10.9314	12.5214	26.3215	0.0009	-0.0015	0.0016
O	0.551	2.4957	9.2422	-0.0137	0.0109	0
O	9.3297	17.7113	21.955	-0.0084	-0.0038	-0.0061
O	12.6627	9.1967	27.988	0.009	-0.0066	-0.0056
O	13.4119	8.6293	24.0439	-0.0029	0	0.0021
O	6.4282	11.1608	14.7881	-0.0016	0.0013	-0.0021
O	13.1771	8.5342	19.5863	-0.0018	0.0022	-0.0038
O	-1.6461	10.4638	18.1269	-0.0007	-0.0002	-0.0044
O	11.1429	10.2342	20.0049	0.0031	0.0023	-0.0049
O	9.2234	-4.6841	11.2032	0.0076	-0.0161	-0.0034
O	18.3575	17.133	20.2635	0.0034	0.0002	0.001

Results
free energy: -153370.779 eV
free energy less fixed offsets of N -385.13, O -568.88, Si -635.61 eV per atom: -1.139 eV

The program warned: the cutoff lies below the one the program advises for these potential files; the forces do not sum to zero within the program's tolerance; the exchange-correlation potential is rough where the density is thin.
